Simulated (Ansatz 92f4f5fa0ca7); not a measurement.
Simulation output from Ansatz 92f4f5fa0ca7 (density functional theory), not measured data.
Periodic cell of 214 atoms, Si132O78H4, from a study of silicon, its oxide and their interface. The atomic structure is a simulated model.
Doubt: the cutoff is far below the 930 eV that the study's wrapper takes by default for these files, so forces and energies are approximate.
This geometry differs little from another in the collection (a relaxation step or a small displacement).

Settings
functional: PBE
potential files: Ansatz PAW
basis: plane waves
wave-function cutoff: 580 eV
density cutoff ratio: 5
exchange-correlation grid ratio: 1
k mesh: 1 x 1 x 1, Gamma-centred
self-consistency stop: 5e-08 eV per atom in the density residual
occupations: fixed
spin: none
net charge: 0

Cell vectors (angstrom)
a	10.938	0	0
b	0	10.938	0
c	0	0	31.231

Atoms: element, x, y, z (angstrom)
Si	10.4306	0.5447	23.7591
Si	6.113	10.3372	23.8749
Si	2.2664	3.1148	23.7725
Si	8.6339	2.3693	23.8082
Si	0.6531	4.9748	23.856
Si	4.9925	5.9387	23.8788
Si	3.2803	7.6377	23.9064
Si	7.7872	8.5336	23.8348
Si	1.2832	1.4109	25.0755
Si	6.9509	1.275	25.0698
Si	4.0563	4.092	25.0255
Si	9.7025	4.0705	25.0423
Si	1.5156	6.7251	25.1681
Si	6.7823	6.8545	25.1304
Si	4.218	9.4848	25.0431
Si	9.56	9.6099	24.9934
Si	2.753	-0.0266	26.3012
Si	8.2712	-0.0281	26.5256
Si	0.025	2.7504	26.5529
Si	5.4962	2.6969	26.3156
Si	2.7972	5.387	26.5881
Si	8.244	5.4431	26.3426
Si	0.0397	8.196	26.3198
Si	5.4979	8.2091	26.5728
Si	4.1053	1.3532	27.7205
Si	9.6048	1.3568	27.8762
Si	1.3846	4.0845	27.9151
Si	6.8609	4.0731	27.7309
Si	4.141	6.8119	27.8939
Si	9.586	6.8453	27.731
Si	1.3931	9.5588	27.732
Si	6.8712	9.5821	27.8836
Si	0.0409	-0.0302	29.1774
Si	5.4566	0.0181	29.1723
Si	2.7677	2.6945	29.1884
Si	8.2	2.7313	29.1772
Si	-0.0148	5.4912	29.1793
Si	5.5184	5.4277	29.1841
Si	2.7301	8.2035	29.1756
Si	8.2332	8.1791	29.1814
Si	1.3673	1.3673	30.5472
Si	6.8362	1.3673	30.5472
Si	4.1018	4.1018	30.5472
Si	9.5708	4.1018	30.5472
Si	1.3673	6.8362	30.5472
Si	6.8362	6.8362	30.5472
Si	4.1018	9.5708	30.5472
Si	9.5708	9.5708	30.5472
Si	2.7345	0	0.6835
Si	8.2035	0	0.6835
Si	0	2.7345	0.6835
Si	5.469	2.7345	0.6835
Si	2.7345	5.469	0.6835
Si	8.2035	5.469	0.6835
Si	0	8.2035	0.6835
Si	5.469	8.2035	0.6835
Si	4.0638	1.403	2.0582
Si	9.5576	1.3712	2.0453
Si	1.3855	4.0817	2.0431
Si	6.7971	4.1433	2.0603
Si	4.1178	6.8201	2.0436
Si	9.5381	6.8669	2.0558
Si	1.3433	9.5972	2.0536
Si	6.8344	9.5643	2.0506
Si	-0.0319	0.025	3.4639
Si	5.4345	0.0065	3.3521
Si	2.7224	2.7635	3.5148
Si	8.162	2.7472	3.3609
Si	-0.0021	5.4682	3.3253
Si	5.4396	5.4894	3.5156
Si	2.7433	8.2068	3.3389
Si	8.1557	8.208	3.4932
Si	1.3081	1.4042	4.8762
Si	6.7536	1.3955	4.6991
Si	4.0685	4.149	4.9541
Si	9.5576	4.1232	4.6629
Si	1.3858	6.8183	4.6466
Si	6.7683	6.8798	4.9382
Si	4.0854	9.5731	4.7069
Si	9.5096	9.6135	4.8482
Si	2.6926	-0.0616	6.1073
Si	8.0999	0.1112	6.1442
Si	-0.0867	2.838	6.1744
Si	5.4428	2.6824	6.2339
Si	2.6644	5.6007	6.2481
Si	8.2006	5.4015	6.1194
Si	0.0052	8.1367	6.0036
Si	5.38	8.3357	6.2834
Si	4.4321	0.846	7.395
Si	9.0281	1.9087	7.3544
Si	0.8021	4.673	7.3896
Si	7.3075	3.6005	7.3708
Si	3.5258	7.4622	7.5032
Si	10.0322	6.3537	7.2375
Si	1.6688	9.1216	7.327
Si	6.2758	10.2593	7.4206
H	6.9924	3.9977	8.7796
H	9.371	1.516	8.7573
O	3.9393	0.8261	8.9947
O	6.5798	10.3944	9.0721
O	0.8287	9.6543	8.6775
O	3.9659	7.1105	9.0716
O	9.7891	6.7432	8.8262
O	0.9893	4.5188	9.0388
H	2.8225	7.9371	22.5173
H	5.3842	5.6121	22.4677
O	7.9832	3.1561	22.4352
O	0.1488	11.0628	22.2874
O	0.4993	5.6701	22.3396
O	2.582	2.5145	22.2329
O	5.8936	-0.1408	22.3065
O	8.1463	7.8809	22.3305
Si	10.9847	9.217	13.9852
Si	5.8975	8.1408	16.4051
Si	9.168	0.954	19.1533
Si	3.2466	7.1156	17.5633
Si	2.2885	4.5824	18.9987
Si	0.7159	2.4332	14.5672
Si	7.1635	5.7734	11.602
Si	8.644	3.1575	20.9392
Si	5.5032	3.3528	12.0187
Si	1.2453	3.6956	10.4092
Si	2.4638	0.7642	18.2961
Si	2.967	9.3934	19.7189
Si	5.9692	3.5763	16.1485
Si	3.1305	2.2933	20.7198
Si	7.2876	5.9693	14.6396
Si	6.1704	1.2367	14.3055
Si	9.9767	4.802	15.6493
Si	8.3597	3.6466	18.0789
Si	10.7266	1.5133	11.7296
Si	4.0046	10.0066	14.6637
Si	3.5972	1.5597	10.3998
Si	6.805	9.3982	10.3343
Si	5.1406	-0.1681	20.8821
Si	0.5455	9.6175	10.2692
Si	2.4684	10.0851	12.2238
Si	8.92	7.8875	20.8912
Si	7.2787	9.5664	18.8766
Si	8.436	10.6984	12.8321
Si	3.0529	5.405	12.3998
Si	10.7657	5.2883	20.908
Si	9.1805	7.4566	10.1266
Si	1.4769	6.6323	14.91
Si	4.7144	7.236	10.5094
Si	2.8981	3.0966	16.5166
Si	1.1617	10.6757	16.0445
Si	0.114	10.31	20.8468
O	7.8418	8.2911	9.7407
O	10.0517	9.0424	20.9355
O	8.0896	4.0454	19.6618
O	4.8227	7.2502	17.2191
O	11.0169	9.5492	15.5939
O	9.3628	4.5813	17.1636
O	3.1924	1.6103	17.1165
O	4.1139	9.4619	20.8898
O	0.7474	1.9948	12.9936
O	8.4887	1.5829	20.5114
O	3.2859	3.7788	20.0345
O	0.9572	5.1853	19.727
O	3.133	0.5155	11.5918
O	2.373	7.2335	16.1675
O	6.0241	2.3086	13.1216
O	8.4706	10.596	18.4924
O	6.664	9.0869	17.4619
O	5.0759	8.997	15.3073
O	6.2284	10.4776	19.7168
O	3.6513	6.7376	11.6499
O	0.6278	7.6842	13.9526
O	10.3099	8.5323	10.6818
O	10.384	3.4068	14.8932
O	4.7406	0.4881	14.4372
O	1.9578	9.1528	10.9842
O	9.482	9.538	13.3897
O	2.669	10.2399	15.5662
O	4.4646	1.3383	20.7431
O	6.0283	6.2699	10.5399
O	2.0778	1.5776	19.6654
O	3.5328	10.5587	18.7094
O	4.9152	2.4421	10.7981
O	0.5364	1.1033	15.4503
O	2.3688	2.5681	10.1114
O	4.2976	4.3361	12.5572
O	6.3725	4.6841	15.0294
O	2.742	8.1366	18.7342
O	8.8631	5.5706	14.7405
O	5.3479	8.7418	10.7541
O	6.8843	4.1594	11.6214
O	6.9324	6.3935	13.1037
O	0.2214	0.2224	10.7795
O	6.842	3.7786	17.5016
O	1.1905	-0.0359	17.6524
O	10.1638	3.7667	21.0942
O	6.3889	2.0702	15.6832
O	9.2563	1.0911	12.315
O	7.8383	8.2674	19.7135
O	1.8815	3.7382	17.6417
O	1.8082	4.7287	11.559
O	4.3642	3.7875	16.377
O	2.1488	3.0925	15.0561
O	1.5754	9.7164	20.4754
O	7.4955	10.1253	11.6217
O	10.6016	0.4326	19.7001
O	3.5737	9.4027	13.2023
O	10.7967	2.8811	10.8119
O	9.6357	6.4376	20.5732
O	6.9876	7.2162	15.6361
O	1.1036	10.2038	13.1794
O	7.4275	0.2245	14.0364
O	0.39	5.7017	15.6892
O	9.1072	2.1709	18.053
O	2.4753	5.8423	13.8737
O	8.6723	6.2622	11.1502
O	3.212	5.7283	18.3677

Results
free energy: -128337.328 eV
free energy less fixed offsets of H -15.97, O -568.88, Si -635.61 eV per atom: -0.288 eV

Forces (eV/angstrom), in the order of the atoms: element, x, y, z
Si	0.0017	-0.0002	0.0022
Si	-0.0031	0.0026	0.0001
Si	0.0018	-0.0021	-0.0002
Si	-0.0016	0.0016	0.0013
Si	-0.0016	0.0028	0.0012
Si	-0.0002	-0.0001	-0.0009
Si	-0.0004	0.0004	-0.0021
Si	0.0011	-0.0011	0.0006
Si	0.0007	-0.0017	-0.0073
Si	-0.0007	0.0014	-0.0064
Si	0.0015	-0.0041	-0.0069
Si	-0.0015	0.0018	-0.0078
Si	-0.0027	0.0012	-0.0066
Si	0.0022	-0.0024	-0.0065
Si	-0.0022	0.005	-0.006
Si	0.0008	-0.0028	-0.0074
Si	0.0021	-0.0003	0.0062
Si	0.0038	0.0054	0.0148
Si	-0.0009	-0.001	0.0152
Si	0.0006	0.0001	0.0058
Si	-0.0042	0.0002	0.0178
Si	-0.0001	-0.0002	0.0045
Si	-0.0005	-0.0015	0.0048
Si	0.0052	0.0051	0.0203
Si	-0.0007	-0.0009	-0.0091
Si	0.0009	-0.0044	-0.0072
Si	0.0069	0.001	-0.0032
Si	0.0001	-0.0024	-0.0075
Si	0.0036	-0.0054	-0.0032
Si	0.001	0.0018	-0.0077
Si	0.0015	0.0009	-0.0076
Si	-0.0042	-0.0065	-0.0086
Si	-0.0017	0.0049	0.0024
Si	0.0022	-0.0011	0.0037
Si	-0.0061	0.0034	0.0018
Si	-0.0003	-0.0028	0.0024
Si	0.0026	-0.0022	0.0032
Si	-0.0033	0.0063	0.0018
Si	0.0004	-0.0024	0.0029
Si	-0.0021	0.003	0.0024
Si	0.152	-0.2581	0.0114
Si	-0.1212	0.0753	0.0374
Si	0.2027	-0.177	-0.0655
Si	-0.0935	0.1124	-0.0167
Si	-0.1072	0.1001	0.0552
Si	0.2262	-0.1463	-0.0339
Si	-0.0582	0.0686	-0.0338
Si	0.2184	-0.1147	-0.0724
Si	-0.2033	0.2002	0.0881
Si	0.0179	-0.1176	-0.0613
Si	0.0665	-0.1021	-0.0674
Si	-0.1629	0.2043	0.1459
Si	0.0995	-0.1075	-0.0891
Si	-0.1745	0.1711	0.1089
Si	-0.1511	0.1839	0.1083
Si	0.091	-0.1022	-0.0921
Si	0.0046	-0.005	-0.0009
Si	-0.0013	-0.0011	-0.0034
Si	-0.004	0.0034	-0.0028
Si	0.0054	-0.0042	-0.0013
Si	-0.0044	0.0037	-0.0025
Si	0.0037	-0.0028	-0.002
Si	0.0035	-0.0019	-0.0018
Si	-0.0019	-0.0009	-0.0034
Si	-0.0022	0.0032	0.0047
Si	0.0009	0.0054	0.006
Si	0.001	0.004	0.0098
Si	-0.0023	0.0043	0.0039
Si	0.0001	-0.0065	0.0019
Si	-0.0028	0.0021	0.0096
Si	0.002	-0.0068	0.0027
Si	-0.0064	-0.0011	0.0081
Si	-0.0006	0.0015	-0.0032
Si	-0.003	-0.0048	-0.0133
Si	-0.0005	-0.0009	-0.0077
Si	0.0014	0.0008	-0.0151
Si	0.002	0.0035	-0.0149
Si	0.0009	0.001	-0.006
Si	-0.0008	-0.0002	-0.0102
Si	-0.0001	0.0009	-0.002
Si	-0.0019	0.0002	0.0036
Si	0.0022	-0.0013	0.0045
Si	0.0051	-0.0005	0.0056
Si	-0.0046	0.0027	0.0035
Si	0.0028	-0.001	0.007
Si	-0.0034	0.0035	0.0045
Si	-0.0028	0.0007	0.006
Si	0.0027	-0.0005	0.0056
Si	-0.0013	0	0
Si	0.0004	0.0004	0.0012
Si	0.001	-0.0022	-0.0001
Si	0.0008	-0.0011	0.001
Si	0.0021	-0.002	-0.0005
Si	-0.0004	0.0018	-0.0005
Si	-0.0012	0.0003	-0.0002
Si	0.0009	-0.002	-0.0008
H	-0.0004	0.0004	0.0007
H	0.0003	-0.0008	-0.0006
O	-0.0006	0.0006	0.0003
O	0.0002	0.0002	-0.0005
O	-0.0014	-0.0006	-0.0007
O	-0.0001	0	0.0011
O	-0.0012	0.0017	0.0014
O	-0.0003	0.0006	-0.0006
H	0.0001	-0.0001	0.0001
H	0.0008	-0.0001	0.0004
O	0.0003	-0.0001	-0.0006
O	-0.0002	-0.0004	0.0008
O	0.0005	0.0002	-0.0005
O	0.0005	0.0005	0.0012
O	0.0006	0.0003	0
O	-0.0001	0	0.0012
Si	0.0007	0.0007	-0.0008
Si	-0.0001	0	0.0007
Si	-0.0002	0.0003	0.0007
Si	0.0002	0.0011	0
Si	-0.001	0.0005	0.001
Si	0.0005	-0.0001	-0.0005
Si	0	0.001	-0.0001
Si	0.0001	-0.0005	0.0007
Si	-0.0009	0.0001	0.0001
Si	0.0002	-0.0006	0
Si	0.0005	-0.0002	0.0004
Si	0.0007	0.0002	-0.0003
Si	0.0001	-0.0001	0.0001
Si	-0.0004	0.0002	0.0001
Si	0.0001	0.0002	-0.0006
Si	-0.0002	-0.0002	-0.0006
Si	0	0.0003	-0.0004
Si	0.0003	0.0002	0.0009
Si	0.0006	-0.0003	-0.0003
Si	-0.0002	-0.0001	-0.0007
Si	-0.0003	-0.0001	0.0001
Si	-0.0002	-0.0006	0.0003
Si	0.0002	-0.0002	0.0008
Si	0.0008	0.0015	0.0005
Si	-0.0007	-0.0003	-0.0004
Si	0.0003	0.0005	0
Si	-0.0009	0.0009	0
Si	-0.0003	0.0002	-0.0004
Si	-0.0005	0.0001	-0.0006
Si	0.001	-0.0004	0
Si	0.0001	-0.0013	-0.0019
Si	0	-0.0001	-0.0003
Si	-0.0006	0.0005	0.0001
Si	-0.0008	0	-0.0002
Si	0.0001	0.0002	0
Si	0.0017	-0.0006	-0.0006
O	0.0001	0.0001	0.0001
O	0	0.0005	0.0003
O	-0.0001	-0.0001	-0.0005
O	-0.0002	0.0004	-0.0003
O	-0.0004	-0.0001	0.0002
O	0	0.0002	-0.0003
O	0	0.0001	-0.0002
O	0.0007	0	-0.0006
O	-0.0002	0.0002	0.0004
O	0.0009	-0.0005	-0.0007
O	0.0004	-0.0006	-0.0002
O	0.001	-0.0003	-0.0004
O	-0.0007	-0.0002	0.0002
O	-0.0002	0.0001	-0.0002
O	0.0002	0.0003	-0.0002
O	0.0008	0.0001	-0.0003
O	0.0003	-0.0003	-0.0006
O	0.0003	0.0003	0.0002
O	0.0011	-0.0004	-0.0007
O	-0.0001	0.0001	0.0001
O	-0.0001	-0.0001	0.0007
O	-0.0003	0.0005	-0.0002
O	-0.0004	0.0003	0.0002
O	-0.0002	-0.0001	-0.0007
O	-0.0003	0.0001	-0.0001
O	-0.0002	0	0.0006
O	0.0001	0.0001	-0.0004
O	0	0.0001	-0.0002
O	0.0001	-0.0004	-0.0003
O	0.0004	0.0001	0
O	0.0001	0	-0.0008
O	0.0001	0.0002	-0.0005
O	-0.0002	0.0001	0.0001
O	0.0009	0.0002	0.0007
O	0.0002	-0.0002	0.0001
O	0.0005	0.0001	0.0004
O	-0.0001	-0.0001	-0.0005
O	-0.0002	0.0001	0
O	-0.0001	-0.0001	-0.0001
O	0	0.0001	-0.0004
O	-0.0001	-0.0004	0.0001
O	-0.0005	-0.0002	-0.0004
O	-0.0005	-0.0002	-0.0006
O	-0.0001	-0.0001	0.0002
O	0.0003	0.0001	-0.0003
O	0.0001	0.0003	0
O	-0.0005	0.0001	-0.0002
O	0.0011	-0.0002	0.0002
O	0.0005	0.0004	0
O	0	0.0004	0.0005
O	0.0004	0.0005	0.0001
O	0	0.0002	0
O	-0.001	0.0002	0.0003
O	-0.0006	0.0007	-0.0001
O	0.0001	-0.0002	-0.0003
O	-0.0002	0	0.0004
O	-0.0003	0	0.0001
O	-0.0002	0.0005	-0.0001
O	0.0001	-0.0001	-0.0008
O	-0.0003	-0.0003	-0.0002
O	-0.0002	0.0001	0
O	0	0.0002	0.0002
O	0.0002	-0.0001	-0.0001
O	-0.0002	0	0.0002
O	-0.0007	-0.0002	0.0002
O	0.0002	-0.0006	-0.0007

The program warned: the cutoff lies below the one the program advises for these potential files; the forces do not sum to zero within the program's tolerance; the exchange-correlation potential is rough where the density is thin.
